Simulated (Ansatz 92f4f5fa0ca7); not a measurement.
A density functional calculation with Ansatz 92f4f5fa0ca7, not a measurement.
Periodic cell of 225 atoms, Si132O91B2, from a study of silicon, its oxide and their interface. The atomic structure is a simulated model.
Doubt: the cutoff is far below the 930 eV that the study's wrapper takes by default for these files, so forces and energies are approximate.
This geometry differs little from another in the collection (a relaxation step or a small displacement).

Settings
functional: PBE
potential files: Ansatz PAW
basis: plane waves
wave-function cutoff: 580 eV
density cutoff ratio: 5
exchange-correlation grid ratio: 1
k mesh: 1 x 1 x 1, Gamma-centred
self-consistency stop: 5e-08 eV per atom in the density residual
occupations: fixed
spin: none
net charge: 0

Cell vectors (angstrom)
a	10.938	0	0
b	0	10.938	0
c	0	0	31.9494

Atoms and the computed forces on them: element, x, y, z (angstrom), force x, y, z (eV/angstrom)
Si	10.6288	0.0045	24.4071	0.0007	-0.0042	-0.0132
Si	5.0777	0.1345	24.6457	0.0038	-0.0034	-0.0123
Si	2.819	2.3003	24.5197	-0.0013	0.002	-0.0129
Si	8.5711	2.4383	24.5523	-0.0021	0.0036	-0.009
Si	10.7093	5.5934	24.3205	0.0062	-0.0016	-0.0123
Si	5.158	5.6154	24.4399	0.0067	-0.002	-0.0102
Si	2.9889	7.9551	24.3925	-0.0031	0.0032	-0.0116
Si	8.4187	7.8357	24.4074	-0.0032	0.0047	-0.0163
Si	1.2935	1.1359	25.8314	-0.0036	0.0015	-0.0031
Si	6.8162	1.3316	25.732	-0.003	0.0011	0.0039
Si	3.9858	4.0148	25.7253	-0.0005	-0.0011	0.0043
Si	9.6881	4.029	25.8378	-0.0022	-0.0003	-0.0001
Si	1.3396	6.7967	25.6603	-0.0016	-0.0013	0.0044
Si	6.8062	6.7238	25.7416	-0.0008	-0.0006	0.0006
Si	4.0061	9.4728	25.9375	0.0031	-0.0016	-0.0039
Si	9.4849	9.4458	25.7932	0.001	-0.0009	0.0042
Si	2.6424	-0.1292	27.2768	0.0058	0.0046	-0.0052
Si	8.1391	-0.0643	27.1405	0.0096	0.0049	0.0006
Si	0.0757	2.6608	27.1996	-0.0049	-0.0034	-0.002
Si	5.4531	2.7237	27.1079	-0.004	-0.0043	0.0055
Si	2.6667	5.4186	27.1049	0.0037	0.0074	0.0049
Si	8.193	5.3714	27.1288	0.0049	0.0024	0.004
Si	0.0109	8.1536	27.1247	0.0021	0.0001	0.0045
Si	5.5124	8.1461	27.1691	-0.0031	-0.0033	-0.0006
Si	4.0864	1.33	28.4965	0.0101	0.009	-0.0069
Si	9.542	1.3295	28.4998	-0.006	-0.01	-0.0057
Si	1.3852	4.0669	28.559	0.0191	-0.0017	0.0145
Si	6.8112	4.0631	28.5233	-0.0036	-0.0049	0.0032
Si	4.0871	6.782	28.4826	-0.005	-0.016	-0.0101
Si	9.5567	6.7848	28.4832	0.0067	-0.0032	-0.0141
Si	1.3003	9.4846	28.6138	-0.0191	-0.0198	0.0365
Si	6.8253	9.5345	28.5581	0.0028	-0.0017	0.0139
Si	-0.0287	-0.0026	29.9115	0.0056	-0.0162	-0.0084
Si	5.4636	-0.0051	29.8939	-0.0005	-0.0058	-0.003
Si	2.7641	2.7138	29.9022	-0.0065	0.0135	-0.0055
Si	8.1989	2.7193	29.8866	-0.0067	0.0019	-0.0009
Si	-0.0017	5.4558	29.8886	-0.0086	-0.0063	-0.0008
Si	5.4635	5.4564	29.8861	-0.0006	-0.0015	0.0006
Si	2.7552	8.1597	29.9035	-0.0174	0.0166	-0.007
Si	8.2251	8.1786	29.8889	-0.0056	0.0091	-0.0002
Si	1.3673	1.3673	31.2657	0.0724	0.017	-0.1009
Si	6.8362	1.3673	31.2657	0.0297	-0.0534	-0.036
Si	4.1018	4.1018	31.2657	0.1029	-0.0694	0.0169
Si	9.5708	4.1018	31.2657	-0.0383	-0.0837	-0.0901
Si	1.3673	6.8362	31.2657	-0.0017	-0.1875	0.0158
Si	6.8362	6.8362	31.2657	0.0377	-0.042	-0.1604
Si	4.1018	9.5708	31.2657	0.0058	-0.024	-0.0463
Si	9.5708	9.5708	31.2657	-0.1485	-0.124	0.088
Si	2.7345	0	0.6835	-0.0483	0.0571	-0.0004
Si	8.2035	0	0.6835	-0.0277	0.0466	-0.1075
Si	0	2.7345	0.6835	0.1054	0.1185	0.0919
Si	5.469	2.7345	0.6835	-0.1255	0.1192	0.1089
Si	2.7345	5.469	0.6835	-0.06	-0.1199	0.0073
Si	8.2035	5.469	0.6835	-0.0447	0.2025	0.0074
Si	0	8.2035	0.6835	0.0051	0.0952	0.1272
Si	5.469	8.2035	0.6835	0.1431	0.1113	0.1188
Si	4.0766	1.3891	2.0655	-0.011	0.0008	-0.0084
Si	9.5905	1.3557	2.0422	-0.013	0.0017	0.0177
Si	1.3648	4.1244	2.0737	0.0128	-0.0174	-0.0095
Si	6.8209	4.1373	2.0375	0.0116	0.0014	0.0191
Si	4.091	6.8454	2.0405	0.0072	-0.009	0.0076
Si	9.562	6.8565	2.0723	-0.006	0.0071	-0.0137
Si	1.3635	9.5969	2.0542	0.0162	0.006	0.0162
Si	6.8424	9.6072	2.0544	0.0129	-0.0055	-0.004
Si	0.0334	0.0378	3.4645	0.0002	0.0081	0.0508
Si	5.4739	0.0445	3.4135	0.004	-0.0105	0.0275
Si	2.6993	2.7425	3.4704	-0.0245	0.0037	0.0241
Si	8.2423	2.7877	3.334	0.0161	0.0024	-0.0258
Si	0.0282	5.5305	3.4513	0.0165	0.0171	0.0219
Si	5.4743	5.5263	3.4264	-0.0137	0.0004	0.0306
Si	2.7462	8.2389	3.3947	-0.0095	0.0056	-0.013
Si	8.2723	8.3222	3.4405	0.0174	0.0212	0.022
Si	1.3246	1.408	4.9234	-0.0238	-0.032	-0.0241
Si	6.8862	1.4673	4.689	-0.0149	0.0047	0.0222
Si	4.0765	4.1449	4.7809	0.0329	0.0179	0.0045
Si	9.6039	4.0965	4.7464	-0.0145	-0.0192	0.0181
Si	1.3584	6.9847	4.8256	-0.0221	0.012	0.0084
Si	6.8399	7.0038	4.729	-0.0193	-0.0277	0.0064
Si	4.1084	9.5876	4.7622	0.0028	0.0013	0.0074
Si	9.6869	9.6286	4.9188	0.0244	0.0145	-0.0143
Si	2.7273	-0.064	6.1878	0.0058	0.0044	0.0107
Si	8.315	0.2182	6.1014	-0.0003	-0.0043	-0.0141
Si	-0.1396	2.7339	6.3502	-0.0235	-0.0208	-0.0057
Si	5.553	2.8287	6.0973	-0.0126	-0.0189	-0.0005
Si	2.6911	5.5579	6.1109	0.026	-0.0178	-0.0119
Si	8.3078	5.6455	5.9312	0.0129	0.0301	-0.0127
Si	0.2226	8.4009	6.4589	-0.008	-0.0088	-0.04
Si	5.4971	8.3233	6.2173	0.0133	0.0272	-0.0074
Si	4.4084	1.1537	7.3158	-0.0037	-0.0319	-0.0876
B	9.2147	1.6783	7.2576	-0.0423	0.0677	0.0878
Si	1.1055	4.4566	7.4845	-0.0259	-0.0393	0.0269
Si	6.6831	4.6074	7.2297	-0.0043	-0.0695	-0.1706
Si	4.2702	6.6919	7.4846	-0.0929	0.0615	-0.0773
Si	9.7995	6.6845	7.4801	0.0293	0.012	-0.0016
B	1.8294	9.4854	7.4611	0.0357	-0.0216	0.0294
Si	6.7422	10.0073	7.4025	0.0025	0.0072	-0.0462
O	9.5865	1.2418	23.9658	0.0027	0.001	0.0079
O	4.1063	6.8042	23.9293	-0.0012	0.0037	0.0068
O	4.0105	1.2488	24.0164	0.0006	0.0002	0.008
O	9.5386	6.7079	23.8794	-0.0014	0.0025	0.0094
O	-0.0332	5.5523	8.0323	-0.0206	0.0072	-0.0429
O	5.5641	0.1232	7.9187	0.0159	-0.0048	0.031
O	5.4691	5.5987	7.711	0.0351	0.0238	0.1329
O	7.5302	4.3672	8.617	0.0212	0.016	0.0242
O	8.7576	7.1117	8.7129	0.0018	-0.0157	-0.0071
O	2.3621	9.2524	8.6999	-0.0172	0.0234	0.0193
O	8.576	1.9703	8.4346	0.0743	0.003	-0.001
O	7.6325	9.5294	8.7133	0.0101	-0.0159	0.0106
O	3.5833	1.786	8.5835	-0.019	0.0198	0.0129
O	3.6513	7.0685	8.9967	0.0107	-0.0143	-0.0116
O	2.0264	3.9677	8.7772	-0.0207	0.029	-0.0058
O	8.1395	3.486	23.343	0.0008	-0.0016	0.0055
O	0.4527	4.9386	22.935	-0.0033	0.0027	0.007
O	1.8966	2.7443	23.2282	0.0028	-0.0007	0.0081
O	5.8285	4.9034	23.1059	-0.0038	0.0031	0.0085
O	5.5255	10.0131	23.4705	0.0018	0	0.0036
O	2.4433	8.6864	23.0037	0.0034	-0.0031	0.0074
O	0.1923	10.0696	23.0714	-0.0043	0.0053	0.0099
O	7.7839	8.5814	23.0658	0.0019	-0.0041	0.0068
Si	8.6598	7.6896	18.4179	-0.0005	0.0005	-0.0011
Si	8.791	6.323	13.557	-0.0008	0.0024	0.0002
Si	3.7934	1.5378	14.7101	0.0001	-0.0013	-0.0003
Si	2.1247	5.7472	17.6045	0.0022	0.0003	-0.0019
Si	2.4219	3.1437	19.4728	0.0009	0.0002	-0.0007
Si	9.8165	9.0316	12.0634	0.0064	0.0031	-0.0024
Si	1.3303	9.4197	22.0621	0.0009	0	-0.0119
Si	9.1693	0.9518	13.1992	-0.0008	-0.0022	-0.0004
Si	1.4587	5.0626	12.9631	0.0034	0.0067	0.002
Si	1.8085	8.286	12.7498	0.0035	-0.0023	-0.0113
Si	6.656	9.561	22.4065	-0.002	0.0006	-0.0074
Si	4.5218	4.6021	15.6823	-0.0023	-0.0008	0.0007
Si	8.1428	3.1741	9.4935	0.1069	-0.069	0.0268
Si	0.8389	8.2497	19.2415	0	-0.0027	-0.0029
Si	6.9582	1.351	21.0636	-0.0006	-0.0019	-0.0035
Si	8.2578	8.3538	9.6464	0.0104	0.0205	0.0222
Si	10.9101	5.179	15.5594	0.0037	-0.0025	-0.0019
Si	7.5696	9.4713	16.2879	0.0004	0.002	-0.0006
Si	9.9351	2.0679	20.2674	-0.0009	-0.0003	-0.0021
Si	3.2879	8.4302	9.8346	-0.0358	0.0273	-0.0136
Si	6.7007	3.3542	17.3845	-0.0003	0.0003	-0.0015
Si	1.1671	0.2114	19.786	-0.0005	0	-0.0005
Si	3.2411	2.8002	12.2552	-0.0039	0.0021	0.0048
Si	7.2199	5.3917	19.6694	-0.001	-0.0005	-0.0014
Si	5.7765	8.6586	11.5107	-0.0089	0.0075	0.0039
Si	5.7811	6.0549	13.1567	0.0002	0.0041	0.0086
Si	4.6398	9.7005	17.5959	-0.0002	-0.0002	-0.0019
Si	1.0246	3.6038	22.1565	-0.0003	-0.0017	-0.0119
Si	4.9058	1.4834	18.7715	0	-0.0013	-0.0001
Si	3.1648	3.0574	9.4823	-0.0001	0.0017	0.0188
Si	6.4458	10.8068	13.7697	0.0001	-0.0012	-0.0009
Si	10.357	0.0837	15.9571	0.001	-0.0019	-0.0039
Si	5.6392	3.6503	11.0932	-0.0114	-0.0062	0.0036
Si	9.8613	3.8537	11.8642	-0.0098	-0.0003	-0.0192
Si	2.3552	9.914	15.5063	-0.0016	-0.0004	-0.0017
Si	6.0788	8.1232	19.7783	0.0001	-0.0001	-0.0009
Si	6.9334	3.9688	22.3618	0.0018	0.0003	-0.0106
Si	9.7654	2.7588	17.3297	0.0011	0.0017	-0.0037
O	7.2042	6.3428	13.9132	-0.0006	-0.0005	-0.0046
O	1.8785	7.0617	18.6498	-0.0005	0.0012	0.0007
O	10.3373	3.9694	16.4412	0.0005	-0.0036	-0.0007
O	6.1737	9.9447	17.0259	-0.0011	-0.001	-0.0017
O	10.1525	0.6793	14.4589	-0.0016	-0.0007	-0.0026
O	8.4535	6.1106	18.8467	-0.0001	-0.0006	-0.0012
O	5.1653	0.675	14.4085	0.0002	-0.0002	-0.0005
O	5.7334	2.0533	17.4948	-0.0009	-0.0007	-0.0004
O	8.3492	1.9516	20.5153	-0.0002	-0.0007	0.0001
O	1.9936	4.3009	18.3859	-0.0004	-0.0028	0.0002
O	6.9513	2.8082	10.5634	0.0056	0.0084	-0.0085
O	4.875	2.6774	12.1576	0.0027	-0.0004	-0.003
O	6.0215	4.4007	16.3293	0.0017	-0.0015	-0.0007
O	4.5288	3.9106	9.8906	0.0119	0.0063	0.0048
O	10.6912	2.7894	21.523	0.0023	0.0013	0.0033
O	9.7282	6.0944	14.8885	0.0006	-0.0013	-0.0014
O	6.0109	6.4869	19.8163	-0.0004	-0.001	-0.0017
O	4.092	0.1711	18.243	-0.0001	0.0006	-0.0016
O	9.2411	10.5468	12.2651	-0.0002	-0.0003	0.0013
O	2.8839	4.3571	12.6372	0.0012	-0.0024	0.0007
O	1.9114	10.7015	21.1919	-0.0001	-0.0019	0.0028
O	3.9995	2.7227	19.3489	-0.0013	-0.0001	-0.0018
O	0.7421	10.0141	15.9307	0.0003	-0.0004	-0.0015
O	1.2744	9.807	18.8149	-0.0003	-0.0004	-0.0004
O	1.7187	1.6643	19.2555	-0.0001	-0.0005	-0.0012
O	8.9468	10.3504	16.4694	-0.0011	-0.0017	-0.0015
O	4.8738	8.5834	18.7704	0.0005	-0.0018	0
O	9.6092	8.7848	10.4631	-0.011	-0.0073	-0.0075
O	6.751	4.0867	18.8351	0.0006	0.0012	0.0007
O	2.8438	1.7254	13.3826	0.0017	-0.0001	0.0019
O	5.8375	8.7723	21.2431	0.0011	0.0014	0.0034
O	2.5236	2.4226	10.8491	-0.0049	0.0002	0.0082
O	7.6124	4.8492	21.1579	-0.0008	-0.0024	0.0038
O	5.215	7.4677	12.5108	0.0017	-0.0011	0
O	0.4253	9.0865	12.5126	-0.0038	-0.0033	0.0017
O	7.5769	1.0483	13.573	0.0002	-0.0003	-0.0011
O	7.1042	9.6134	14.716	0.0009	-0.0008	0.0009
O	8.9689	5.0228	12.573	0.0083	-0.0141	-0.0122
O	8.0884	8.0073	16.8841	0.0007	-0.0011	0.0004
O	6.2176	2.5707	21.8767	0.0001	0.0017	0.0026
O	2.4844	9.0697	14.0582	0.0006	0.0013	0.001
O	0.4351	4.467	11.8368	-0.0077	-0.0049	-0.0053
O	0.8124	8.3185	20.9129	0.0004	0.0012	0.0037
O	9.4628	3.6543	10.2968	-0.0723	-0.0319	-0.0342
O	9.6661	2.3771	12.5588	0.0004	0.0082	-0.0006
O	7.6218	8.5619	19.3616	-0.0014	-0.0001	-0.0016
O	2.5009	8.2947	11.2553	0.0043	-0.0024	0.0008
O	3.9826	3.0555	15.3511	0.0003	0	-0.0017
O	0.9128	4.5267	14.4001	-0.0046	0.0028	0.0043
O	10.0599	3.0013	18.9193	0.0006	-0.001	0.0006
O	9.156	7.7821	12.9035	-0.0009	0.0009	-0.0014
O	10.5154	0.5449	20.0574	0.0002	0.0001	-0.0004
O	6.0075	5.0273	11.8877	0.0014	-0.004	-0.0084
O	8.1637	2.7659	16.9791	0.001	-0.0002	-0.001
O	3.5159	5.481	16.6894	-0.0011	0.0004	0.0001
O	4.7097	9.0891	10.3236	0.008	-0.0075	0.0081
O	1.5865	6.6881	13.0537	-0.0018	-0.0003	-0.001
O	4.7614	5.4869	14.3132	0.0007	-0.0009	-0.0033
O	2.0585	3.8521	20.9055	-0.0026	0.0002	0.0038
O	10.5402	1.3693	16.9474	-0.0011	0.0027	0.0009
O	0.9161	6.0619	16.5451	-0.0025	-0.0033	-0.0036
O	7.3501	10.9501	21.9017	-0.0009	-0.0022	0.0014
O	5.9348	0.9112	19.891	0.0017	-0.0005	0.0007
O	6.0595	10.0228	12.3783	0	-0.0041	-0.0001
O	2.8406	0.5421	15.5713	0.0002	-0.0002	-0.0012
O	7.1009	8.0233	10.7677	0.0086	-0.0069	-0.0054
O	10.2434	8.0188	18.663	0.0011	0.0001	-0.0008
O	3.4584	9.1924	16.5396	0.0014	-0.0008	0.0009

Results
free energy: -135977.967 eV
free energy less fixed offsets of B -154.04, O -568.88, Si -635.61 eV per atom: -1.287 eV

The program warned: the cutoff lies below the one the program advises for these potential files; the exchange-correlation potential is rough where the density is thin.
